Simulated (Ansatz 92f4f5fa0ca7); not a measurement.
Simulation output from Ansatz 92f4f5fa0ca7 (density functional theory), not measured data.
Periodic cell of 222 atoms, Si132O89H1, from a study of silicon, its oxide and their interface. The atomic structure is a simulated model.
Doubt: the cutoff is far below the 930 eV that the study's wrapper takes by default for these files, so forces and energies are approximate.
This geometry differs little from another in the collection (a relaxation step or a small displacement).

Settings
functional: PBE
potential files: Ansatz PAW
basis: plane waves
wave-function cutoff: 580 eV
density cutoff ratio: 5
exchange-correlation grid ratio: 1
k mesh: 1 x 1 x 1, Gamma-centred
self-consistency stop: 5e-08 eV per atom in the density residual
occupations: fixed
spin: none
net charge: -1 e, with a uniform compensating background and no finite-size correction

Cell vectors (angstrom)
a	10.938	0	0
b	0	10.938	0
c	0	0	32.6804

Atoms and the computed forces on them: element, x, y, z (angstrom), force x, y, z (eV/angstrom)
Si	-0.2174	0.3152	25.2879	-0.0023	0.0016	-0.0012
Si	5.7449	-0.2419	25.2678	0.0058	-0.0022	-0.0057
Si	2.4987	3.021	25.1685	-0.0003	0	-0.0029
Si	8.4963	2.5375	25.2375	0.0036	-0.0086	-0.0095
Si	0.26	5.268	25.1306	0.0053	-0.0015	-0.011
Si	5.2709	5.7406	25.1555	-0.0024	-0.0008	-0.0077
Si	3.0364	7.9829	25.1972	0.002	-0.0012	-0.0067
Si	7.9719	8.4694	25.2275	0.0011	0.0077	-0.004
Si	1.3816	1.451	26.5623	0.0046	-0.0054	-0.0069
Si	6.8848	1.381	26.5333	-0.0081	0.0064	-0.0054
Si	4.1061	4.151	26.4807	0.0066	-0.0082	-0.0065
Si	9.6346	4.1328	26.5266	-0.0094	0.0094	-0.0029
Si	1.4097	6.8372	26.4821	-0.0084	0.0083	-0.0045
Si	6.8315	6.8679	26.5312	0.0074	-0.0098	-0.0054
Si	4.1459	9.5553	26.5639	-0.0077	0.0046	-0.004
Si	9.5706	9.612	26.535	0.0058	-0.0064	-0.0082
Si	2.7367	0.0072	27.8787	0.0007	-0.0001	-0.0024
Si	8.2057	0.0054	27.9287	0.0016	0.0002	0.0104
Si	0.001	2.7612	27.9387	0.0028	-0.0028	0.0099
Si	5.4625	2.7466	27.8573	0.0004	0.0001	-0.0025
Si	2.7375	5.4724	27.8986	0.0005	-0.0005	0.0109
Si	8.2083	5.4738	27.8708	0.0007	-0.0001	-0.0028
Si	0.0103	8.2	27.8578	-0.0004	-0.0005	-0.0027
Si	5.4774	8.1925	27.9398	-0.0007	0.0038	0.0088
Si	4.1018	1.3673	29.2622	0.0554	0.0636	-0.1858
Si	9.5708	1.3673	29.2622	0.0217	0.0552	0.2572
Si	1.3673	4.1018	29.2622	0.128	0.1674	0.2833
Si	6.8362	4.1018	29.2622	-0.0196	-0.0022	-0.238
Si	4.1018	6.8362	29.2622	-0.0803	-0.0972	0.2355
Si	9.5708	6.8362	29.2622	0.0591	0.0403	-0.2139
Si	1.3673	9.5708	29.2622	-0.0188	-0.0184	-0.2061
Si	6.8362	9.5708	29.2622	0.0328	0.0182	0.2947
Si	0	0	30.6294	-0.0166	0.0425	-0.012
Si	5.469	0	30.6294	0.0392	-0.0085	-0.0095
Si	2.7345	2.7345	30.6294	-0.0155	0.0468	-0.0143
Si	8.2035	2.7345	30.6294	0.0306	-0.031	-0.0079
Si	0	5.469	30.6294	0.0596	-0.0026	-0.008
Si	5.469	5.469	30.6294	-0.03	0.0257	-0.0107
Si	2.7345	8.2035	30.6294	0.0481	-0.022	-0.0099
Si	8.2035	8.2035	30.6294	0.0052	0.0562	-0.0128
Si	1.3673	1.3673	31.9967	0.0329	-0.0162	-0.0098
Si	6.8362	1.3673	31.9967	-0.0223	0.0188	-0.019
Si	4.1018	4.1018	31.9967	0.0317	-0.034	-0.0119
Si	9.5708	4.1018	31.9967	-0.009	0.0306	-0.0306
Si	1.3673	6.8362	31.9967	-0.051	0.0206	-0.0203
Si	6.8362	6.8362	31.9967	0.0103	-0.024	-0.0151
Si	4.1018	9.5708	31.9967	-0.0339	0.012	-0.0197
Si	9.5708	9.5708	31.9967	0.0057	-0.0299	-0.0093
Si	2.7345	0	0.6835	0.0168	-0.0001	0.0272
Si	8.2035	0	0.6835	-0.0022	0.0241	0.0242
Si	0	2.7345	0.6835	-0.0545	0.031	-0.0003
Si	5.469	2.7345	0.6835	0.0151	-0.0078	0.0291
Si	2.7345	5.469	0.6835	0.0013	0.0101	0.0202
Si	8.2035	5.469	0.6835	0.0315	-0.0358	0.0179
Si	0	8.2035	0.6835	0.0275	-0.0065	0.0305
Si	5.469	8.2035	0.6835	-0.0091	0.0111	0.0038
Si	4.1018	1.3673	2.0507	-0.0767	-0.0106	0.0032
Si	9.5708	1.3673	2.0507	0.0579	0.0032	0.0059
Si	1.3673	4.1018	2.0507	-0.0208	-0.0587	0.0104
Si	6.8362	4.1018	2.0507	-0.0319	0.0329	-0.0038
Si	4.1018	6.8362	2.0507	0.0597	0.0045	0.0121
Si	9.5708	6.8362	2.0507	-0.0479	-0.0073	0.0085
Si	1.3673	9.5708	2.0507	-0.0272	-0.0113	0.0188
Si	6.8362	9.5708	2.0507	-0.0299	-0.0748	0.0214
Si	0	0	3.418	-0.0755	0.1336	-0.0574
Si	5.469	0	3.418	-0.1432	-0.158	0.2555
Si	2.7345	2.7345	3.418	-0.1908	-0.3365	-0.2447
Si	8.2035	2.7345	3.418	-0.036	-0.0964	0.1194
Si	0	5.469	3.418	-0.0419	0.0054	0.0631
Si	5.469	5.469	3.418	0.2095	0.1259	-0.3668
Si	2.7345	8.2035	3.418	0.1177	0.2109	0.0769
Si	8.2035	8.2035	3.418	-0.043	-0.0721	-0.0358
Si	1.3702	1.3405	4.8067	-0.0039	0.0022	-0.0074
Si	6.8359	1.34	4.8025	-0.0004	-0.0002	-0.0044
Si	4.1093	4.0889	4.6983	0.0003	0.0027	-0.0148
Si	9.5721	4.0893	4.7919	0.001	-0.0023	-0.0023
Si	1.3648	6.8587	4.7705	-0.0025	0.0005	-0.0055
Si	6.8351	6.8245	4.789	0.0054	-0.0007	-0.0036
Si	4.0825	9.5724	4.8531	0.0027	0.0002	0.0008
Si	9.5396	9.5978	4.773	-0.0058	-0.0059	-0.0116
Si	2.6835	-0.036	6.2799	0.0036	-0.0022	0.0103
Si	8.1176	-0.071	6.2226	0	0.0056	0.0014
Si	-0.0432	2.6902	6.1589	-0.008	-0.0007	0.0077
Si	5.405	2.7043	6.0781	0.0032	-0.0083	0.0075
Si	2.7479	5.4378	6.0269	0.0035	0.0079	0.0067
Si	8.2033	5.4332	6.1631	0.0075	0.0096	0.008
Si	0.0136	8.2603	6.1112	0.0002	-0.002	0.0087
Si	5.4228	8.1377	6.1987	-0.004	-0.0005	0.0057
Si	3.7852	1.6873	7.4651	0.0019	-0.0093	-0.0034
Si	9.7407	1.0739	7.4686	0.0068	0.0048	-0.0037
Si	1.5675	3.9348	7.344	-0.0098	-0.0021	0.0097
Si	6.5809	4.2228	7.3972	0.0039	0.0031	0.0077
Si	4.3222	6.4427	7.4464	0.0006	0.0068	-0.0049
Si	9.3695	7.1094	7.3578	-0.0124	-0.0044	-0.02
Si	1.0541	9.7576	7.6461	0.003	0.0019	-0.0061
Si	6.9899	9.2139	7.5848	0.0014	-0.0143	0.0044
O	1.3664	4.1231	24.6429	0.0008	0.0023	0.0105
O	6.8484	9.5821	24.7208	-0.0014	-0.0005	0.0099
O	2.6588	2.8223	7.8755	-0.0008	0.0013	-0.0092
O	8.2238	8.1689	7.8529	-0.0014	-0.0029	0.0096
O	5.5038	5.3719	7.8639	-0.0024	-0.0024	-0.004
O	-0.0652	-0.0123	7.9696	0.002	0.0069	-0.0008
O	4.1458	6.8638	24.6639	-0.0015	-0.0003	0.0117
O	9.5956	1.4009	24.7275	-0.0006	0.0002	0.0089
O	1.4443	9.0931	9.1097	-0.0008	0.0003	0.0043
O	1.0855	4.8172	8.6419	0.0008	-0.0013	0.0026
O	9.0394	1.6509	8.8313	-0.0023	0.0008	0.0057
O	6.3552	9.4456	9.087	0.0011	0.0021	-0.0061
O	4.4271	1.2488	8.9015	-0.0003	0.0019	0.0048
O	3.6182	6.8326	8.8553	0.0011	-0.0013	0.0044
O	7.0671	3.4301	8.7558	0.0012	-0.0004	-0.0003
O	10.1513	6.7213	8.7467	0.0039	-0.0007	0.0078
O	3.1826	2.3514	23.8317	-0.0002	0.0004	-0.0042
O	5.0359	0.4276	23.9583	0.0002	0.0001	-0.0027
O	7.881	3.2585	23.9029	-0.0003	-0.0006	0
O	10.5483	5.9501	23.7739	0.001	-0.0015	0.0009
O	8.6227	7.7895	23.8867	-0.0001	-0.0003	-0.0025
O	2.3875	8.6867	23.8627	0.0005	-0.0014	-0.0021
O	5.9546	5.0954	23.8027	-0.002	0.0008	-0.0016
O	0.5393	10.6169	23.9893	0	-0.0012	-0.0055
Si	2.1486	9.4248	10.5691	-0.0026	0.0023	-0.0154
Si	2.9106	14.0423	12.289	-0.0172	-0.0009	-0.0517
Si	5.2471	5.0496	12.309	0.027	-0.0035	0.0128
Si	3.9195	1.1404	23.0109	0.0004	0.0018	0.0132
Si	8.0961	7.2935	16.8834	-0.0014	-0.0015	0.0019
Si	7.6197	3.1336	12.3355	-0.0082	0.0004	-0.0094
Si	-3.0752	12.3375	16.5766	0.0038	-0.0052	-0.0015
Si	12.8482	12.1839	14.5709	-0.016	-0.0232	-0.0061
Si	1.235	5.1898	11.7184	0.0012	-0.0017	-0.0164
Si	8.266	11.1965	12.4309	-0.0021	-0.0012	-0.0143
Si	5.8349	3.334	18.0039	0.0075	0.0011	0.0185
Si	3.7578	10.1319	17.783	0.0008	-0.0043	0.0061
Si	12.2607	9.4054	13.4866	-0.0001	-0.0006	-0.0124
Si	3.6123	6.8973	10.4917	0.0018	-0.0007	-0.0148
Si	6.465	9.8913	10.6596	0.0065	-0.0022	-0.0111
Si	1.6676	9.9109	23.0559	-0.0035	-0.0008	0.0135
Si	4.0203	4.4242	15.8302	0.0434	0.0262	0.0007
Si	3.9284	10.0951	14.7252	0.0046	-0.01	-0.0068
Si	5.8921	6.5176	14.942	0.0066	-0.0058	-0.0163
Si	7.1691	4.3837	22.9549	-0.0019	-0.0004	0.0108
Si	11.8686	4.8549	14.8683	-0.0017	0.0043	-0.0071
Si	8.5265	3.0831	9.4092	0.0007	-0.001	-0.0065
Si	6.8435	9.9521	17.9413	0.0034	-0.0004	0.0098
Si	8.4577	0.2824	20.4254	0.001	0.0002	0.0168
Si	10.8454	7.675	15.7085	-0.0003	0.0028	-0.0028
Si	1.0523	9.098	18.2317	-0.0031	-0.002	0.0093
Si	4.0307	0.8569	10.442	0.0005	-0.0029	-0.015
Si	9.1436	3.3966	14.956	-0.0099	0	-0.0105
Si	6.0547	2.2167	20.9693	0.0022	-0.0023	0.0131
Si	9.3365	6.6744	22.9279	0.0001	0.0021	0.0112
Si	10.4716	8.88	20.9986	-0.002	0.0023	0.0165
Si	10.624	5.2896	9.3394	-0.0012	0	-0.0081
Si	-2.4162	4.6752	17.8595	0.0008	-0.002	0.0051
Si	1.4321	1.0473	17.5387	-0.0049	-0.0045	0.0107
Si	9.9893	13.2009	18.773	-0.0032	-0.0009	0.0176
Si	6.4044	-1.7098	13.4158	0.006	-0.0016	-0.0146
O	9.572	14.7852	18.8318	0.0006	0.0009	-0.0068
O	4.4553	3.9974	17.4457	-0.0163	-0.0076	-0.009
O	13.1557	6.3093	11.0652	-0.0001	-0.0034	0.0095
O	7.8436	-0.9211	13.5113	-0.0017	-0.0019	0.0059
O	3.7734	4.4405	12.6067	-0.0149	-0.0102	0.0183
O	8.6053	12.7809	15.1795	0.0017	0.0015	0.0015
O	9.5792	12.3878	20.1382	0.0016	0.0006	-0.0084
O	5.27	10.9342	10.9655	-0.0024	0.0017	0.0084
O	-8.8712	13.4038	13.5282	0.0153	0.0074	0.0118
O	-0.1999	5.4091	10.9496	0.0016	-0.0008	0.0009
O	6.5612	2.28	16.9829	-0.0049	-0.0025	-0.0126
O	8.2492	5.5288	22.5036	0.0004	-0.0005	-0.0075
O	2.6189	10.9794	10.4753	0	0.0018	0.0081
O	0.5954	10.5916	17.749	0.0014	0.0021	-0.0063
O	-3.6412	10.7959	16.6068	-0.0003	0.0004	-0.0011
O	11.2457	8.4471	14.314	0.0014	0.0001	0.0033
O	9.1047	1.5295	17.6326	0.0036	-0.0022	-0.0053
O	11.7856	8.1143	16.9655	0.002	-0.0011	-0.003
O	2.7891	0.0499	22.574	0.0003	-0.0001	-0.0083
O	1.1523	9.2134	11.8605	0.0012	0.0012	0.0093
O	6.5716	3.6198	21.6607	0.0042	0.0066	-0.0008
O	8.8138	6.2807	17.9649	-0.0002	0.0005	-0.0054
O	-3.7777	8.3828	17.6594	0.0002	-0.0015	-0.0028
O	4.0155	9.5611	16.2659	-0.0016	0.0008	0.001
O	0.8989	-1.6243	21.7779	0.0056	0.0024	-0.0024
O	7.8966	10.6247	10.9166	0.0003	0.0015	0.0067
O	3.8474	13.0403	11.4408	-0.0004	0.0023	0.0107
O	7.3123	1.5753	12.6764	0.0033	-0.0006	0.0049
O	12.1917	12.54	16.0151	0.0043	0.0037	-0.0028
O	11.0437	6.0803	15.5699	0.0048	-0.0069	-0.0001
O	2.3117	4.5573	15.6826	0.0174	-0.0069	-0.0007
O	1.7092	14.6137	11.3235	-0.0016	-0.0013	0.0081
O	0.9851	10.9838	13.8783	0.0042	0.002	0.0087
O	9.2796	8.0322	16.0266	0.0013	-0.0003	-0.0007
O	6.0948	8.0894	14.5154	-0.001	-0.0018	0.0053
O	6.2899	3.9101	11.8074	0.0022	-0.0006	0.0005
O	6.0316	5.7926	13.5003	-0.0013	0.0101	-0.0045
O	9.9214	7.4563	21.6229	-0.0025	-0.0062	-0.0033
O	4.7284	14.3898	14.8439	-0.0271	0.0235	0.0051
O	0.6741	13.069	18.5145	0.0052	0.0002	-0.0081
O	8.7191	4.1773	16.3177	0	0.0001	0.0006
O	8.4054	-7.0594	13.5688	0.008	-0.0002	0.0084
O	-3.159	-0.4742	19.1671	0.0001	-0.0003	-0.0094
O	3.3764	11.6022	14.8344	0.0004	0.0123	0.0013
O	7.1698	6.3376	15.9433	0.0016	0.0012	0.0034
O	4.5233	16.9979	15.6844	-0.0257	-0.016	0.0153
O	4.6799	1.7275	21.7176	-0.0044	-0.0034	-0.0028
O	5.6313	2.5102	19.4335	-0.0025	0.0025	-0.0092
O	5.2695	10.1549	18.42	-0.0036	0.0007	-0.0068
O	1.1432	5.3793	13.3196	0.0019	-0.0012	0.0079
O	4.9239	6.1635	11.1117	-0.0042	-0.0014	0.0032
O	6.2915	8.7386	11.8305	-0.0003	0.0035	0.0062
O	2.6763	9.1448	18.5721	0.0025	0.0009	-0.008
O	9.2928	10.0181	21.2012	-0.0009	0.0012	-0.0103
O	7.2126	1.0504	21.1962	-0.0005	-0.0002	-0.0091
O	5.2514	10.3003	13.8279	-0.003	-0.0011	0.0068
O	10.7623	3.6151	14.8072	0.0096	0.0025	0.0049
O	2.8699	-1.8184	13.9229	0.0005	0.0012	0.0054
O	10.9959	8.6562	19.464	0.0017	-0.0007	-0.0103
O	3.4917	8.509	10.7762	0.0018	-0.0014	0.0061
O	9.5271	4.2166	8.8156	0.0008	-0.0001	0.0054
O	8.5893	3.1277	11.0064	0.0005	0.0003	-0.0007
O	6.9836	4.4598	18.3553	-0.0023	0.0003	-0.008
O	3.0195	0.6869	17.843	0.0017	0.0022	-0.0052
O	9.8216	11.594	12.3886	0.0026	-0.0028	0.0103
H	10.4716	11.4051	13.0976	-0.0045	0.0013	-0.0095

Results
free energy: -134540.409 eV
free energy less fixed offsets of H -15.97, O -568.88, Si -635.61 eV per atom: 6.401 eV

The program warned: the cutoff lies below the one the program advises for these potential files; the forces do not sum to zero within the program's tolerance; the exchange-correlation potential is rough where the density is thin.
